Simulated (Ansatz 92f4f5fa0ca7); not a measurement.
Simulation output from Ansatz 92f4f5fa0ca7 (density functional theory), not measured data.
Periodic cell of 189 atoms, Si117O72, from a study of silicon, its oxide and their interface. The atomic structure is a simulated model.

Settings
functional: r2SCAN
potential files: Ansatz norm-conserving
basis: plane waves
wave-function cutoff: 1300 eV
density cutoff ratio: 4
exchange-correlation grid ratio: 1
k mesh: 2 x 2 x 1, shifted by 0.5 0.5 0.5 of a step
self-consistency stop: 5e-08 eV per atom in the density residual
occupations: Fermi-Dirac, 0.05 eV
spin: none
net charge: 0

Cell vectors (angstrom)
a, 11.5403, 0, 0
b, 0, 11.5403, 0
c, 0.3023, -2.6067, 28.3875

Atoms: element, x, y, z (angstrom)
Si, 9.2665, 9.2981, 1.1542
Si, 9.2058, 1.8994, 1.4883
Si, 9.2755, 6.1044, 1.1784
Si, 1.4617, 8.858, 1.5042
Si, 1.4702, 2.4963, 1.4544
Si, 1.4821, 5.6841, 1.567
Si, 5.2195, 9.3501, 1.1361
Si, 5.2472, 1.882, 1.4792
Si, 5.204, 6.1609, 1.215
Si, -0.4599, 9.4775, 2.7251
Si, -0.4112, 2.026, 2.793
Si, -0.4891, 5.7279, 2.757
Si, 3.4069, 9.4997, 2.7058
Si, 3.3524, 2.0173, 2.8081
Si, 3.443, 5.7522, 2.7813
Si, 7.2511, 9.6007, 2.478
Si, 7.2337, 1.6405, 2.7132
Si, 7.2514, 5.7068, 2.4815
Si, -0.3707, -0.0364, 4.0143
Si, -0.4686, 3.8646, 4.1556
Si, -0.4642, 7.6114, 4.1368
Si, 3.3656, -0.0387, 4.0318
Si, 3.4703, 3.8679, 4.1643
Si, 3.4574, 7.6407, 4.1441
Si, 7.2757, -0.1896, 4.0832
Si, 7.2655, 3.7324, 3.9259
Si, 7.2794, 7.634, 3.9402
Si, -2.3019, -0.0873, 5.3941
Si, 9.1174, 3.8034, 5.4083
Si, -2.3936, 7.593, 5.4487
Si, 1.4978, -0.0608, 5.449
Si, 1.5021, 3.8542, 5.4489
Si, 1.4965, 7.6049, 5.4748
Si, 5.3326, -0.1042, 5.401
Si, 5.44, 3.8167, 5.4167
Si, 5.4249, 7.6058, 5.4281
Si, 9.2464, 9.5317, 6.7711
Si, 9.2166, 1.8803, 6.7611
Si, 9.1972, 5.6657, 6.8181
Si, 1.5207, 9.5404, 6.8001
Si, 1.5203, 1.9163, 6.7808
Si, 1.5219, 5.6963, 6.8596
Si, 5.4011, 9.5149, 6.7857
Si, 5.4149, 1.8706, 6.7439
Si, 5.4324, 5.7002, 6.8125
Si, -0.3892, 9.5313, 8.1672
Si, -0.4032, 1.932, 8.1609
Si, -0.4129, 5.6256, 8.2026
Si, 3.4674, 9.489, 8.1229
Si, 3.4871, 1.9302, 8.094
Si, 3.4925, 5.6771, 8.1544
Si, 7.346, 9.494, 8.1322
Si, 7.321, 1.8745, 8.1421
Si, 7.3235, 5.6731, 8.2081
Si, -0.3602, 11.5203, 9.4444
Si, -0.3831, 3.762, 9.6986
Si, -0.3653, 7.5652, 9.5044
Si, 3.5269, 11.4934, 9.3135
Si, 3.5645, 3.7977, 9.5753
Si, 3.452, 7.5709, 9.5173
Si, 7.3815, 11.449, 9.3965
Si, 7.2825, 3.7673, 9.5982
Si, 7.4382, 7.5846, 9.5491
Si, 9.2614, 11.4312, 10.7985
Si, 9.123, 3.7542, 11.0697
Si, 9.3835, 7.4853, 10.9873
Si, 1.6512, 11.5692, 10.6644
Si, 1.6993, 3.8227, 11.006
Si, 1.5058, 7.5419, 10.907
Si, 5.4336, 11.5037, 10.6482
Si, 5.4322, 3.7597, 11.0775
Si, 5.4431, 7.5356, 10.7675
Si, 9.4474, 9.5123, 12.1423
Si, 9.0996, 1.7041, 12.2811
Si, 9.278, 5.6239, 12.6044
Si, 1.6409, 9.6468, 11.906
Si, 1.7899, 1.7995, 12.2038
Si, 1.5737, 5.6998, 12.519
Si, 5.4836, 9.5556, 11.8415
Si, 5.4592, 1.6432, 12.2404
Si, 5.4623, 5.8255, 12.388
Si, -0.1049, 10.1421, 13.3452
Si, -0.3023, 13.2223, 13.1538
Si, -0.3153, 4.7658, 13.8576
Si, 3.594, 9.6403, 13.149
Si, 3.7094, 12.7192, 13.7202
Si, 3.5861, 6.53, 13.6449
Si, 7.3746, 9.4897, 13.1262
Si, 7.1967, 12.4897, 13.734
Si, 7.2872, 6.4258, 13.8342
Si, 0.5512, 9.4873, 16.1892
Si, 8.0792, 9.6432, 20.919
Si, 10.8131, 10.9619, 18.0414
Si, 3.6183, 7.3965, 19.0531
Si, 3.9679, 4.4726, 19.0709
Si, 3.741, 0.4579, 18.3038
Si, 0.4825, 4.9619, 16.8613
Si, 3.3938, 5.9136, 16.6471
Si, 9.7533, 8.423, 17.5076
Si, 5.8405, 2.2723, 19.0919
Si, -1.8836, 4.9915, 18.6891
Si, 8.9141, 10.8063, 25.815
Si, 1.7174, 8.8, 27.9035
Si, 5.966, 1.5003, 27.7304
Si, 8.2346, 1.0748, 20.8999
Si, -1.2134, -2.7395, 27.4794
Si, 6.4593, 7.8932, 19.2486
Si, 8.8792, 7.0663, 20.2496
Si, 1.6307, 2.683, 18.5333
Si, 1.9464, 9.6657, 18.564
Si, 4.6581, -2.7227, 27.4548
Si, 7.7251, 6.5702, 16.811
Si, 7.3967, 11.1736, 23.2766
Si, 5.3901, 1.5036, 16.1841
Si, 9.0169, 1.4694, 27.6792
Si, 5.9533, -0.6515, 25.8292
Si, 10.4141, 2.1457, 19.4454
O, 9.0837, 0.6621, 29.0855
O, 10.0306, -1.7642, 28.7353
O, 2.4109, 1.3654, 17.9856
O, 7.5562, 0.9981, 22.3885
O, 9.2521, 7.6998, 0.8128
O, 1.7474, 10.2141, 28.7168
O, 3.5668, 8.184, 13.9888
O, -0.2953, 14.6354, 14.058
O, 0.3495, 8.7718, 27.0363
O, 1.3914, 10.0333, 0.3652
O, 1.4885, 4.0938, 0.8264
O, 5.2288, 0.6122, 26.5655
O, 5.6417, 3.2945, 0.7468
O, 4.6895, 0.882, 0.2993
O, 5.2744, -4.1385, 27.9927
O, 5.3261, 3.7439, 19.6211
O, 7.1816, 5.9188, 15.425
O, -0.4689, 5.4844, 18.0616
O, 4.0739, 4.6635, 17.4488
O, 0.4342, 9.2188, 14.6158
O, 9.6335, 1.9107, 20.8536
O, 7.2598, 6.8102, 20.1808
O, 3.839, 5.8271, 15.1126
O, 5.9401, 2.4005, 17.4592
O, 1.7876, 5.8903, 16.7784
O, 4.6619, 0.2298, 16.9655
O, 3.6287, 11.0643, 14.0619
O, 2.2645, 8.264, 19.3521
O, 6.7406, 1.4049, 15.2733
O, 9.5231, 7.6043, 18.8615
O, -1.8594, 3.3798, 18.7149
O, 11.2589, 8.2984, 16.9408
O, 7.3176, 10.8553, 14.0641
O, 4.6784, 1.1719, 19.4275
O, 9.5391, 5.5692, 20.2505
O, 4.9204, 8.1455, 19.6508
O, 3.1974, 10.6225, 18.9447
O, 7.1937, 1.7744, 19.8477
O, 10.2662, 0.8561, 18.4717
O, 9.5119, 9.9782, 17.9308
O, 3.6316, 5.9173, 19.7453
O, 6.0896, 11.2196, 24.2451
O, 8.786, 7.7516, 16.3998
O, -0.2285, 11.7135, 13.8961
O, 7.1758, 9.3123, 19.6037
O, 7.2241, 9.8916, 22.2902
O, 7.4877, 1.8359, 27.2692
O, 0.9876, 3.4432, 17.2371
O, 0.4882, 10.3178, 18.987
O, 6.6, 7.3486, 17.7185
O, 3.8233, 7.2628, 17.4417
O, 8.7323, -0.4518, 20.5575
O, 2.6802, 3.5576, 19.3946
O, 7.2233, 8.0849, 13.9977
O, 3.0899, -2.8201, 27.0537
O, -0.3114, 5.15, 15.4628
O, -1.9275, -2.1596, 26.1325
O, 1.4777, 7.2769, 0.8425
O, 12.0062, 2.3648, 19.6302
O, 9.8093, 2.8345, 28.0442
O, 5.2614, 7.7477, 0.815
O, 8.4114, 5.3931, 17.7131
O, 8.7313, 10.9916, 24.2126
O, 4.9091, 5.486, -0.2858
O, 7.4351, 10.7244, 26.4964
O, 5.2631, -2.0973, 26.0707
O, -1.7646, -4.1771, 28.0181
O, 4.1889, 1.9768, 15.1334
O, 9.0821, 8.359, 21.2434
O, -0.0981, 10.9554, 16.536
O, 1.9972, 9.4544, 16.9301
O, 9.6707, 0.5587, 26.4765

Results
free energy: -47205.672 eV
free energy less fixed offsets of O -463.61, Si -117.95 eV per atom: -25.602 eV
pressure: -1.21 GPa
stress xx, yy, zz, yz, xz, xy (GPa, positive in tension): 0.19, 2, 1.44, -0.37, 0.75, -0.57

Forces (eV/angstrom), in the order of the atoms: element, x, y, z
Si, 0.1427, -0.3003, -0.2283
Si, 0.1572, 0.0167, -0.5326
Si, 0.0097, 0.348, 0.0234
Si, -0.0107, -0.1629, -0.5086
Si, -0.0414, 0.1582, -0.6805
Si, -0.0229, 0.0813, -0.3288
Si, -0.181, -0.3617, -0.2312
Si, -0.2354, 0.1565, -0.515
Si, -0.0191, 0.2817, 0.016
Si, -0.0188, -0.0376, -0.1634
Si, -0.0019, -0.1046, -0.0317
Si, -0.2848, 0.0279, -0.3975
Si, 0.0131, -0.0338, -0.1974
Si, 0.0746, -0.0958, -0.0142
Si, 0.3385, -0.0057, -0.3517
Si, 0.0654, -0.0816, -0.2658
Si, 0.0256, 0.1472, 0.0789
Si, 0.0319, -0.0188, -0.331
Si, 0.0312, -0.079, -0.1996
Si, -0.0306, 0.1003, 0.2111
Si, -0.1149, 0.0396, 0.1928
Si, 0.0235, -0.1024, -0.1629
Si, 0.0642, 0.1095, 0.1701
Si, 0.1362, 0.0642, 0.1972
Si, 0.0248, -0.1113, -0.0825
Si, -0.012, 0.3376, -0.3782
Si, 0, -0.1432, -0.297
Si, -0.0022, 0.0239, 0.124
Si, 0.1416, -0.1296, -0.0181
Si, 0.0917, 0.0128, -0.1631
Si, 0.0005, 0.0704, 0.0984
Si, -0.004, -0.0547, -0.0311
Si, -0.0004, 0.1692, -0.1132
Si, -0.019, 0.0663, 0.0908
Si, -0.0303, -0.1585, 0.0038
Si, -0.0667, 0.0153, -0.1938
Si, 0.0346, -0.0039, -0.0467
Si, 0.0068, 0.0838, -0.0827
Si, -0.1293, -0.0218, 0.0142
Si, 0.0049, -0.0572, -0.0423
Si, -0.0081, 0.0498, 0.0146
Si, 0.0064, -0.103, 0.0598
Si, -0.0568, -0.1434, -0.0345
Si, -0.0271, 0.0265, -0.0974
Si, 0.0674, 0.1167, -0.0183
Si, -0.0085, -0.0285, 0.0529
Si, 0.0067, -0.0713, -0.057
Si, 0.0632, 0.0727, 0.0239
Si, -0.0196, 0.018, -0.0647
Si, 0.1015, -0.0288, -0.0902
Si, 0.0197, 0.0329, -0.022
Si, 0.0248, 0.0947, -0.0175
Si, -0.0014, -0.0371, -0.0148
Si, 0.0193, -0.014, 0.0795
Si, -0.0365, 0.0732, -0.0078
Si, 0.0059, 0.0566, 0.2187
Si, 0.0198, -0.0628, -0.0836
Si, -0.052, 0.1086, -0.005
Si, -0.1567, -0.04, 0.0755
Si, 0.0491, -0.1419, 0.0723
Si, 0.032, 0.0373, 0.0259
Si, 0.1666, 0.0373, 0.0327
Si, -0.0894, -0.1115, 0.0552
Si, -0.0818, 0.011, -0.1517
Si, 0.0252, 0.0072, -0.0254
Si, 0.0019, -0.0993, 0.0629
Si, 0.1544, 0.055, -0.2913
Si, -0.0233, 0.1025, -0.1378
Si, -0.0794, -0.1859, 0.0169
Si, -0.0048, -0.0031, -0.3361
Si, -0.0448, 0.0855, 0.1631
Si, 0.0568, -0.0965, -0.2728
Si, 0.195, 0.1691, 0.1939
Si, -0.1486, -0.1424, 0.3195
Si, -0.1445, -0.0064, 0.0378
Si, -0.0411, 0.1271, 0.0918
Si, 0.2297, -0.1999, 0.3473
Si, 0.0998, 0.0293, 0.1128
Si, -0.15, 0.0075, 0.1265
Si, 0.0867, -0.0266, 0.2151
Si, -0.011, 0.1269, 0.0021
Si, 0.0629, 0.1811, 0.501
Si, -0.0063, -0.0816, 0.719
Si, 0.0007, -0.2698, 0.6198
Si, -0.048, 0.0212, 0.8614
Si, -0.0917, -0.2048, 0.3781
Si, -0.0816, 0.2405, 0.5133
Si, 0.1012, -0.0203, 0.9349
Si, 0.019, -0.3174, 0.6277
Si, 0.0652, 0.2151, 0.4736
Si, 0.1127, -0.0424, 0.1005
Si, -0.0614, 0.1183, 0.184
Si, -0.074, 0.0221, 0.1541
Si, -0.1204, 0.1792, 0.3548
Si, 0.0344, -0.044, 0.3417
Si, -0.1615, -0.1589, 0.2766
Si, -0.0075, -0.0972, 0.2848
Si, 0.1026, 0.0657, 0.2887
Si, -0.0551, 0.0784, 0.2024
Si, -0.0758, 0.039, 0.3251
Si, 0.1324, -0.159, 0.1462
Si, -0.1241, -0.2139, -0.2444
Si, 0.0333, -0.0271, 0.0179
Si, -0.1926, -0.2289, -0.327
Si, 0.0351, 0.1463, 0.12
Si, -0.0888, -0.013, -0.3957
Si, -0.3301, 0.0339, 0.1198
Si, 0.0832, -0.0832, -0.0243
Si, 0.0773, -0.0651, 0.1946
Si, 0.1399, -0.0532, 0.35
Si, 0.1085, 0.0017, -0.3983
Si, -0.0142, 0.1461, 0.2183
Si, -0.1002, -0.0119, 0.2072
Si, 0.0365, 0.0203, 0.3186
Si, 0.1927, -0.2083, -0.3339
Si, 0.141, -0.2002, -0.2129
Si, 0.0842, -0.0674, 0.0152
O, 0.022, -0.2203, -0.1413
O, -0.1863, 0.2329, 0.1223
O, 0.1194, 0.0764, 0.0159
O, 0.1213, -0.304, -0.2473
O, -0.0246, -0.0568, 0.1541
O, 0.0332, 0.178, 0.0224
O, -0.0976, -0.4754, -0.4976
O, -0.0048, 0.5269, -0.5807
O, 0.0712, 0.0453, 0.4139
O, 0.0346, -0.0621, -0.0331
O, 0.013, -0.0107, 0.688
O, 0.3605, 0.0569, 0.3536
O, 0.0076, -0.2406, -0.1276
O, 0.2251, 0.2235, 0.1798
O, 0.0693, 0.0431, 0.6559
O, -0.1845, -0.1612, -0.3443
O, 0.0058, 0.2305, -0.5067
O, -0.074, -0.2049, -0.202
O, -0.159, 0.1972, 0.0322
O, -0.1647, 0.3134, -0.1003
O, -0.1671, -0.1296, -0.2814
O, 0.1662, 0.2982, -0.169
O, -0.1263, 0.2504, -0.2672
O, -0.2887, -0.2301, -0.1998
O, 0.0302, -0.0871, -0.091
O, 0.1145, 0.4833, -0.0971
O, -0.0619, 0.2858, -0.476
O, 0.2444, 0.0211, -0.3977
O, -0.0491, -0.0612, -0.5211
O, -0.0751, -0.0173, -0.0312
O, 0.0805, 0.1366, 0.081
O, -0.1062, 0.2476, -0.0978
O, -0.0042, 0.4214, -0.6344
O, 0.0785, 0.1676, -0.4037
O, -0.2069, 0.2609, -0.336
O, 0.1266, -0.2732, -0.2981
O, -0.1514, 0.1145, -0.3273
O, -0.0027, -0.0571, -0.008
O, 0.134, 0.0167, 0.1119
O, 0.3328, -0.2019, -0.1561
O, 0.1036, 0.0076, -0.4137
O, 0.3209, -0.0146, 0.1513
O, -0.0706, -0.1397, 0.2392
O, 0.0033, -0.256, -0.4888
O, 0.0974, -0.2911, 0.1527
O, 0.2692, 0.212, -0.2557
O, 0.0155, -0.0387, 0.3515
O, -0.0605, 0.2306, 0.0523
O, -0.0226, 0.0594, -0.3693
O, 0.211, -0.1321, -0.0063
O, -0.0946, -0.3211, 0.0093
O, -0.2186, -0.0955, 0.1433
O, 0.033, 0.0115, -0.3462
O, 0.152, -0.4248, -0.3929
O, -0.0498, 0.0707, 0.3971
O, 0.0222, 0.026, -0.4182
O, 0.0774, 0.1348, 0.4753
O, 0.0194, 0.0242, 0.6834
O, -0.1537, 0.0516, -0.3183
O, -0.2372, -0.0492, 0.4992
O, 0.0228, -0.1043, 0.1731
O, 0.0049, 0.2009, -0.0847
O, -0.2601, 0.0598, 0.117
O, 0.2774, -0.0419, 0.4735
O, 0.0067, 0.1644, -0.1922
O, 0.0108, 0.1307, 0.4915
O, -0.0013, 0.056, 0.5929
O, -0.143, -0.4496, -0.426
O, -0.3029, 0.0012, -0.3154
O, 0.0311, -0.3659, 0.1543
O, -0.3541, 0.0931, 0.0039
O, -0.3315, 0.0751, 0.3978

The program warned: the forces do not sum to zero within the program's tolerance.
